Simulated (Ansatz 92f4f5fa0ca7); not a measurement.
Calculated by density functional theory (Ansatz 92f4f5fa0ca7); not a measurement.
Periodic cell of 237 atoms, Si147O90, from a study of silicon, its oxide and their interface. The atomic structure is a simulated model.
Doubt: the cutoff is low for norm-conserving oxygen, so forces and energies are approximate.
Doubt: the program's own warning below bears on the result.

Settings
functional: HSE06
potential files: SPMS norm-conserving
basis: plane waves
wave-function cutoff: 800 eV
density cutoff ratio: 4
exchange-correlation grid ratio: 1
k mesh: 1 x 1 x 1, Gamma-centred
occupations: fixed
spin: none
net charge: 0

Cell vectors (angstrom)
a, 11.6015, 0, 0
b, 0, 10.938, 0
c, 0, 0, 32.0622

Atoms: element, x, y, z (angstrom)
Si, -0.198, -0.0535, 23.2753
Si, 3.6689, 0.2057, 23.118
Si, 7.5501, -0.1244, 23.4496
Si, 1.6859, 1.3796, 23.4216
Si, 5.7306, 1.4091, 23.1971
Si, 9.4402, 1.2383, 23.3675
Si, 0.1655, 5.3235, 23.4646
Si, 4.1238, 5.3081, 23.3971
Si, 8.0362, 5.6158, 23.5473
Si, 2.1602, 6.5966, 23.381
Si, 5.9711, 6.7758, 23.4789
Si, 10.0153, 6.8764, 23.596
Si, 1.901, 2.6705, 25.3836
Si, 5.8236, 2.6591, 25.261
Si, 9.6313, 2.7002, 25.2655
Si, 11.5996, 4.0181, 25.3888
Si, 3.8879, 3.9822, 25.3207
Si, 7.7365, 4.0969, 25.3396
Si, 1.9702, 8.1611, 25.2063
Si, 5.7729, 8.1761, 25.3606
Si, 9.7084, 8.2792, 25.4195
Si, 11.637, 9.5767, 25.266
Si, 3.864, 9.5973, 25.0893
Si, 7.6859, 9.5327, 25.406
Si, 11.648, -0.002, 27.2166
Si, 3.9035, -0.0541, 27.1503
Si, 7.7587, 0.0119, 27.2702
Si, 1.987, 1.3149, 27.2789
Si, 5.8222, 1.3411, 27.2246
Si, 9.6994, 1.352, 27.2159
Si, 11.5924, 5.4804, 27.2413
Si, 3.8412, 5.4337, 27.2136
Si, 7.7089, 5.4744, 27.2522
Si, 1.9346, 6.8447, 27.1988
Si, 5.7547, 6.8078, 27.266
Si, 9.654, 6.8215, 27.2628
Si, 1.9336, 2.7345, 29.1629
Si, 5.8008, 2.7345, 29.1629
Si, 9.6679, 2.7345, 29.1629
Si, 0, 4.1018, 29.1629
Si, 3.8672, 4.1018, 29.1629
Si, 7.7343, 4.1018, 29.1629
Si, 1.9336, 8.2035, 29.1629
Si, 5.8008, 8.2035, 29.1629
Si, 9.6679, 8.2035, 29.1629
Si, 0, 9.5708, 29.1629
Si, 3.8672, 9.5708, 29.1629
Si, 7.7343, 9.5708, 29.1629
Si, 0, 0, 31.0965
Si, 3.8672, 0, 31.0965
Si, 7.7343, 0, 31.0965
Si, 1.9336, 1.3673, 31.0965
Si, 5.8008, 1.3673, 31.0965
Si, 9.6679, 1.3673, 31.0965
Si, 0, 5.469, 31.0965
Si, 3.8672, 5.469, 31.0965
Si, 7.7343, 5.469, 31.0965
Si, 1.9336, 6.8362, 31.0965
Si, 5.8008, 6.8362, 31.0965
Si, 9.6679, 6.8362, 31.0965
Si, 1.9336, 2.7345, 0.9679
Si, 5.8008, 2.7345, 0.9679
Si, 9.6679, 2.7345, 0.9679
Si, 0, 4.1018, 0.9679
Si, 3.8672, 4.1018, 0.9679
Si, 7.7343, 4.1018, 0.9679
Si, 1.9336, 8.2035, 0.9679
Si, 5.8008, 8.2035, 0.9679
Si, 9.6679, 8.2035, 0.9679
Si, 0, 9.5708, 0.9679
Si, 3.8672, 9.5708, 0.9679
Si, 7.7343, 9.5708, 0.9679
Si, 11.6073, 0.022, 2.908
Si, 3.8551, 0.0098, 2.9184
Si, 7.7462, 0.0088, 2.8959
Si, 1.9335, 1.3925, 2.9179
Si, 5.8146, 1.3485, 2.8597
Si, 9.6615, 1.3812, 2.9177
Si, 11.5658, 5.4981, 2.8727
Si, 3.8765, 5.4821, 2.907
Si, 7.7418, 5.5001, 2.9035
Si, 1.9154, 6.8131, 2.875
Si, 5.8111, 6.8449, 2.8889
Si, 9.6592, 6.8968, 2.9499
Si, 1.9111, 2.8224, 4.82
Si, 5.8396, 2.7172, 4.7596
Si, 9.599, 2.7891, 4.8359
Si, 11.5406, 4.1303, 4.7837
Si, 3.918, 4.0881, 4.824
Si, 7.7196, 4.202, 4.8785
Si, 1.8859, 8.1433, 4.8113
Si, 5.8097, 8.2494, 4.787
Si, 9.6622, 8.3118, 4.9017
Si, 11.6305, 9.651, 4.8821
Si, 3.8183, 9.4774, 4.7947
Si, 7.7241, 9.6695, 4.8862
Si, 11.5977, 0.2278, 6.7733
Si, 3.7561, -0.0594, 6.658
Si, 7.7153, 0.0487, 6.9096
Si, 2.049, 1.4968, 6.7568
Si, 5.714, 1.2674, 6.6315
Si, 9.6446, 1.5146, 6.8342
Si, 11.5263, 5.4937, 6.7022
Si, 3.9827, 5.4246, 6.789
Si, 7.7384, 5.6653, 6.8242
Si, 1.9763, 6.6361, 6.6565
Si, 5.8109, 6.9693, 6.7472
Si, 9.7539, 7.0333, 6.9088
O, 9.9921, 7.9718, 8.295
O, 7.6604, 9.9244, 8.2195
O, 7.4008, 4.7195, 8.1572
O, 3.3703, 10.3448, 8.2102
O, 2.0454, 7.5466, 8.0316
O, 4.0055, 4.5775, 8.2455
O, 9.7764, 2.4444, 8.2226
O, 2.6138, 2.3356, 8.117
O, 11.3853, 4.5635, 8.0697
O, 5.3611, 2.3554, 7.8314
O, 5.8117, 7.9783, 8.0836
O, 11.3223, 10.3033, 8.1514
O, 11.2725, 10.0915, 21.7992
O, 3.2358, 10.7107, 21.54
O, 5.7759, 7.7852, 22.165
O, 4.2205, 4.4617, 21.9457
O, 7.6838, 9.6927, 22.1932
O, 10.3327, 7.6727, 22.1746
O, 1.6204, 2.4066, 22.1171
O, 5.9419, 2.4505, 21.8943
O, 8.4466, 4.7058, 22.2154
O, -0.0671, 4.4523, 22.0462
O, 2.3311, 7.3969, 21.943
O, 9.1195, 1.8922, 21.8712
Si, 1.9154, 7.779, 9.6132
Si, 5.0343, 0.5831, 17.6931
Si, 2.4939, 5.4232, 14.0277
Si, 10.5687, 3.8619, 14.0603
Si, 8.2815, 2.3871, 15.2642
Si, 9.5471, 2.25, 20.3466
Si, 10.5031, 3.6457, 9.0766
Si, 0.0302, 2.315, 11.5708
Si, 11.0194, 8.1383, 15.3959
Si, 5.1673, 6.9338, 13.9937
Si, 5.7495, 2.6174, 11.1207
Si, 8.5821, 7.6741, 19.3919
Si, 8.1199, 4.8517, 20.6311
Si, 5.9193, 9.5918, 15.2071
Si, 2.1176, 7.6471, 20.3535
Si, 1.9297, 4.8976, 18.7978
Si, 4.4962, 3.4454, 18.0211
Si, 8.5061, 8.9317, 16.8231
Si, 0.8295, 9.4819, 13.3001
Si, 9.9087, 10.651, 11.7211
Si, 5.3505, 3.7133, 21.0223
Si, 0.5912, 5.5282, 16.2675
Si, 10.7814, 9.144, 9.1441
Si, 6.5695, 8.9061, 21.2922
Si, 7.1149, 7.1016, 11.4832
Si, 2.6739, 0.7371, 12.2161
Si, 10.8956, 8.6894, 21.0386
Si, 6.0384, 4.3243, 15.6383
Si, 7.0865, 0.4911, 12.9773
Si, 4.0578, 2.9725, 8.5956
Si, 0.8809, 6.7388, 11.902
Si, 6.5684, 9.0422, 9.0744
Si, 0.6679, 3.2912, 21.1498
Si, 9.8013, 6.5072, 12.8952
Si, 7.7109, 4.5326, 9.744
Si, 3.9909, 10.0765, 20.2277
Si, 4.2637, 3.0392, 13.5336
Si, 3.8535, 10.01, 9.7388
Si, 8.0548, 0.7814, 18.0394
O, 11.5081, 3.2246, 12.9053
O, 9.3355, 4.4744, 9.8776
O, 8.8086, 3.6122, 19.8592
O, 4.0367, -0.0528, 18.8201
O, 11.3407, 4.5328, 15.3186
O, 9.8557, 9.7955, 10.3227
O, 3.7641, 1.5374, 13.1363
O, 0.6506, 9.062, 14.8665
O, 6.4726, 0.9781, 18.3859
O, 4.7609, 3.1691, 19.6122
O, 6.2508, 1.1826, 11.7469
O, 0.5376, 8.6164, 9.8682
O, 5.6464, 4.3168, 17.2329
O, 8.4452, 7.1896, 12.3879
O, 4.4032, 2.635, 10.1611
O, 2.0773, 5.6568, 15.5847
O, 3.3762, 0.0683, 10.9152
O, 5.8906, 7.2148, 12.5519
O, 2.3092, 6.3522, 19.4044
O, 0.656, 4.9533, 17.7856
O, 8.4116, 10.6878, 12.368
O, 5.4728, 10.0686, 9.6965
O, 0.6055, 8.2124, 20.1998
O, 9.7751, 2.6067, 14.7012
O, 2.0012, 10.5917, 13.2215
O, 9.947, 9.1115, 16.109
O, 6.146, 10.3612, 13.7813
O, 7.4738, 1.6001, 14.1002
O, 1.6454, 3.9171, 20.0398
O, 5.9031, 5.79, 14.9225
O, 7.3418, 8.954, 15.6994
O, 1.5078, 1.67, 11.6009
O, 7.1958, 8.2844, 10.3661
O, 4.3199, 1.9917, 17.2877
O, 7.031, 3.1608, 10.2817
O, 11.5413, 7.0101, 16.4353
O, 8.2861, 10.141, 17.8545
O, 3.2625, 8.5381, 10.1116
O, 7.5871, 3.839, 15.523
O, 3.1436, 4.3149, 17.9072
O, 2.9063, 3.8946, 13.7069
O, 1.3351, 8.2033, 12.4441
O, 1.209, 5.6788, 13.0757
O, 4.9814, 8.3045, 14.8648
O, 11.1689, 2.3914, 20.3478
O, 10.9796, 9.9903, 12.7539
O, 5.2911, 3.5776, 12.3694
O, 5.0887, 3.1946, 14.9237
O, 6.4884, 4.807, 20.5669
O, 8.395, 1.5619, 16.6565
O, 10.4068, 1.2411, 11.4569
O, 10.8763, 6.607, 11.6639
O, 3.2665, 8.6776, 19.8599
O, 1.7207, 6.4325, 10.5297
O, 7.169, 8.2041, 19.9758
O, 8.4956, 7.5882, 17.7609
O, 3.6768, 6.4348, 13.6118
O, 9.5717, 4.9614, 13.3643
O, 5.523, 10.0006, 20.7502
O, 10.3189, 7.3792, 14.1497
O, 8.7815, 6.1734, 19.9744
O, 7.062, 5.7101, 10.6484
O, 5.2606, 10.5442, 16.382
O, 9.0472, 1.1515, 19.268
O, 11.5707, 3.1661, 10.1914
O, 9.7438, 8.713, 19.8866

Results
free energy: -56968.760 eV
free energy less fixed offsets of O -447.96, Si -113.29 eV per atom: 1.270 eV
gap between the highest filled and lowest empty level on this k mesh: 1.492 eV

The program warned: the cutoff lies below the one the program advises for these potential files; the model core charge is not resolved on the grid; the forces do not sum to zero within the program's tolerance; the exchange-correlation potential is rough where the density is thin.
